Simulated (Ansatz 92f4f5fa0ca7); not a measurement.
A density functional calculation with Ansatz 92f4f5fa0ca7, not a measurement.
Periodic cell of 211 atoms, Si128O83, from a study of silicon, its oxide and their interface. The atomic structure is a simulated model.

Settings
functional: r2SCAN
potential files: Ansatz PAW
basis: plane waves
wave-function cutoff: 800 eV
density cutoff ratio: 5
exchange-correlation grid ratio: 1
k mesh: 1 x 1 x 1, shifted by 0.5 0.5 0 of a step
self-consistency stop: 1e-10 eV per atom in the density residual
occupations: fixed
spin: none
net charge: 0

Cell vectors (angstrom)
a 10.88 0 0
b 0 10.88 0
c -3.7613 3.5136 30.4108

Atoms: element, x, y, z (angstrom)
Si 7.8419 10.3946 -4.7854
Si 10.2728 8.6984 0.1395
Si 8.4834 10.2673 0.0844
Si 11.2686 3.0007 -0.3286
Si 3.4397 4.9666 0.2273
Si 6.1131 7.4675 0.1586
Si 13.5711 11.7578 -0.3184
Si 5.0602 3.1953 0.227
Si 9.4935 6.852 1.3777
Si 12.1621 9.5147 1.2476
Si 9.335 1.2068 1.332
Si 12.3829 4.1968 1.3313
Si 4.3019 6.7141 1.4706
Si 6.8122 9.3572 1.3897
Si 14.8884 12.4229 1.4936
Si 6.7652 4.0925 1.5303
Si 8.1825 8.1448 2.8609
Si 10.9012 10.9176 2.7041
Si 8.1125 2.6269 2.7446
Si 10.9292 5.4889 2.6524
Si 13.6136 8.1407 2.5758
Si 16.2809 10.8552 2.6228
Si 13.5214 13.6741 2.8673
Si 5.483 5.4133 2.9732
Si 6.8464 6.7995 4.2206
Si 9.5661 9.5469 4.1246
Si 6.7413 1.2995 4.0948
Si 9.5438 4.0612 3.988
Si 12.2719 6.8263 4.0489
Si 14.9313 9.5051 3.9911
Si 12.1909 12.2537 4.1306
Si 14.9283 4.0843 4.2353
Si 8.2229 5.3923 5.4361
Si 10.9222 8.1625 5.4576
Si 8.1536 0.0008 5.4709
Si 10.8419 2.7434 5.4371
Si 13.5779 5.4905 5.5099
Si 16.2963 8.1939 5.4259
Si 13.5969 10.8593 5.3891
Si 16.3106 13.5583 5.5026
Si 9.5301 6.7771 6.7847
Si 12.2852 9.5312 6.8063
Si 9.5153 1.3916 6.817
Si 12.1952 4.0829 6.8038
Si 14.9753 6.8536 6.8239
Si 6.7772 9.5078 6.8065
Si 14.9195 12.1903 6.7987
Si 6.8477 4.065 6.8046
Si 8.1483 8.1286 8.1399
Si 10.91 10.8992 8.1416
Si 8.1926 2.7413 8.2102
Si 10.8339 5.4186 8.1606
Si 13.6379 8.2016 8.204
Si 5.4027 10.8532 8.1549
Si 13.5463 2.6804 8.1306
Si 16.372 5.4739 8.1236
Si 6.8261 6.7963 9.5779
Si 9.5363 9.5131 9.4337
Si 6.791 1.3309 9.4349
Si 9.5375 4.0983 9.6299
Si 12.1985 6.8055 9.4138
Si 14.983 9.5478 9.625
Si 12.2247 12.2293 9.5907
Si 14.9613 4.0769 9.3519
Si 8.1847 5.4769 11.0093
Si 10.8818 8.1566 10.7921
Si 8.1658 10.8604 10.7662
Si 10.8863 2.7051 11.0055
Si 13.5542 5.4031 10.6448
Si 5.5009 8.1842 10.9684
Si 13.592 10.8948 11.0027
Si 5.4291 2.7272 10.6902
Si 9.6075 6.888 12.3262
Si 12.157 9.4752 12.2705
Si 9.3865 12.2156 12.2454
Si 12.3878 4.0821 12.2183
Si 3.9406 6.7753 12.0188
Si 6.9709 9.5383 12.3061
Si 15.0416 12.3453 12.199
Si 6.7312 4.0079 12.1537
Si 8.745 8.6488 13.7176
Si 10.3634 10.4755 13.4588
Si 7.6077 2.2862 13.5116
Si 11.4711 5.8853 13.3818
Si 2.2312 7.6176 13.4206
Si 5.9536 11.3691 13.3651
Si 14.2048 3.2368 13.526
Si 4.8875 5.0139 13.1732
Si 14.6041 8.4161 -6.2079
Si 9.6968 4.8165 -4.981
Si 5.9724 5.6884 15.9044
Si 5.6218 6.4136 -4.729
Si 9.9931 6.871 20.2602
Si 9.483 4.802 -2.1742
Si 11.2134 7.3432 -2.3075
Si 11.4181 11.2448 15.3807
Si 14.8197 4.158 -3.8853
Si 12.2471 3.6736 18.0228
Si 12.2926 5.0142 20.8523
Si 5.4103 7.8929 -2.0343
Si 7.7176 5.0579 19.6545
Si 13.7043 2.4235 15.724
Si 5.3034 6.6568 18.4924
Si 6.8833 10.588 -2.6256
Si 8.2174 2.3094 18.4398
Si 10.6802 11.5146 -5.1589
Si 13.8859 6.1735 -1.6992
Si 6.7707 11.3998 20.2415
Si 4.7865 10.8212 16.2597
Si 9.2116 3.6204 -7.8735
Si 6.0518 10.2053 -7.43
Si 12.1328 7.5128 -7.4894
Si 10.8324 11.7271 18.2597
Si 10.2978 5.3183 16.1675
Si 7.8747 3.2953 15.6506
Si 4.7024 1.4984 21.9478
Si 14.0905 7.4927 20.6052
Si 12.0398 8.8882 18.9786
Si 8.4292 7.7686 15.9881
Si 8.3469 7.4613 -5.6939
Si 10.1277 11.6028 -8.1408
Si 12.1629 3.3088 -5.2095
Si 13.3519 8.8942 16.172
Si 7.7934 5.719 0.2499
Si 12.0001 4.4344 -7.9481
Si 6.8323 9.422 18.0206
Si 12.0664 8.8878 -4.8693
Si 4.9536 1.991 -1.7988
O 9.9558 2.2473 0.2266
O 12.9679 10.2825 0.006
O 14.8596 6.8314 19.3549
O 10.5156 11.3092 16.72
O 8.0965 8.946 17.0826
O 8.3429 8.8228 -4.8042
O 10.6896 3.8797 -1.5866
O 8.712 7.9107 -7.1956
O 13.6301 9.1841 -5.169
O 5.9728 8.1046 18.3166
O 5.7378 9.4276 -2.4711
O 8.0671 10.4096 -1.5182
O 5.2073 11.4812 20.6839
O 5.4201 11.4023 -8.3104
O 9.0949 11.4437 -4.8419
O 13.717 7.8495 -7.4465
O 14.0448 5.3027 -3.0584
O 11.3688 10.2605 -4.4329
O 12.7123 4.3271 19.429
O 8.0475 2.191 16.8268
O 11.4783 10.4196 18.974
O 13.2275 8.7664 20.0811
O 14.6222 11.7811 -1.5743
O 6.2337 12.0403 -2.3304
O 10.025 6.2866 -2.4933
O 14.7501 12.1755 16.3328
O 4.2206 7.8854 21.7956
O 12.3625 1.8819 -0.7979
O 6.5357 4.1689 15.9978
O 10.9068 11.3964 -6.7546
O 9.1202 2.0053 -8.0669
O 8.2355 4.9589 -1.1611
O 11.4056 1.9874 -4.6584
O 9.2131 3.9854 -6.2974
O 11.3569 5.4518 14.9624
O 14.6895 7.5839 -1.9496
O 6.7959 7.6535 21.7749
O 10.63 8.5812 -1.4701
O 10.7558 5.5293 20.7646
O 13.4321 3.5261 16.9024
O 5.4522 10.7781 14.8009
O 11.4413 8.2884 -6.2493
O 12.1732 3.2914 -6.8272
O 6.9866 10.6663 -6.1757
O 9.4441 6.3902 -5.2187
O 8.9663 4.2689 -3.6331
O 14.0173 1.9089 21.9422
O 9.1223 4.3319 15.6436
O 5.5385 2.8913 21.9427
O 5.976 6.9093 -3.2221
O 9.4438 1.354 18.9077
O 13.4728 7.7566 15.033
O 11.8444 7.8128 -3.705
O 4.5947 3.0317 -2.9698
O 14.8047 9.4826 16.5195
O 4.8271 9.3952 -6.8055
O 11.8074 2.1348 18.3157
O 12.3533 6.6088 -1.4405
O 5.1958 5.8612 14.5299
O 12.6102 8.4382 17.5215
O 6.9208 6.6888 -5.6512
O 5.1427 4.8621 -4.7282
O 7.2372 10.0537 19.4545
O 11.2928 4.5958 -4.7524
O 13.1271 6.3464 21.1603
O 9.6921 6.8182 16.4456
O 7.1731 6.7575 15.9247
O 8.6865 6.3365 19.48
O 11.9521 5.9182 -7.3333
O 4.9074 6.0484 17.0501
O 6.2806 5.5447 19.1241
O 9.4811 7.8262 21.451
O 11.0619 4.6288 17.4201
O 6.9419 1.7922 19.2561
O 5.9982 10.6358 17.3142
O 12.5415 10.1039 15.5124
O 7.7181 11.5333 21.5387
O 13.7012 3.4211 -4.7816
O 8.3895 3.8839 18.7601
O 12.2581 1.7622 15.3016
O 7.512 4.5101 21.1539
O 10.8946 7.8013 19.3033
O 4.3985 7.223 -5.3859

Results
free energy: -129214.895 eV
free energy less fixed offsets of O -570.45, Si -639.56 eV per atom: -3.865 eV

Forces (eV/angstrom), in the order of the atoms: element, x, y, z
Si 0.0293 -0.0016 -0.2121
Si 0.015 -0.0109 -0.0734
Si -0.0197 0.0139 -0.0753
Si -0.0165 0.0139 -0.1088
Si -0.0032 0.0018 0.0045
Si -0.0115 0.0065 -0.0083
Si 0.0023 0.0054 -0.0867
Si 0.003 0.0025 0.0005
Si -0.0016 0.0033 0.0082
Si 0.01 0.0105 -0.0229
Si 0.009 0.0081 -0.0207
Si 0.0082 0.0001 0.0042
Si 0.005 -0.0056 0.0017
Si 0.0013 -0.0088 0.0062
Si 0.0004 0.0052 0.0067
Si -0.0074 -0.0016 0.0031
Si -0.0019 0.0008 -0.0004
Si 0.0037 0.0044 0.0041
Si -0.0003 0.0038 -0.0011
Si 0.0015 -0.0007 -0.0037
Si 0.0056 -0.0019 0.0006
Si -0.0003 0.0007 -0.0028
Si -0.0015 -0.0005 0.0001
Si -0.0015 0.0025 0.0012
Si -0.0001 0.0007 -0.0005
Si 0.0008 -0.0001 -0.0005
Si -0.0001 -0.0013 0.0013
Si 0.0005 0.0018 0.0004
Si -0.0004 0.0015 -0.0008
Si 0.0003 0 0.0013
Si 0 0.0005 -0.0011
Si 0.0019 -0.0013 -0.0013
Si -0.001 -0.0002 0.0021
Si 0.0005 0.0012 0.0004
Si 0 0.0004 0.0008
Si 0.0006 -0.0002 0.0014
Si -0.0006 -0.001 0.0015
Si -0.0002 -0.0003 0.0021
Si 0.0003 0.0004 0.001
Si -0.0009 -0.0001 0.0009
Si 0.0009 0.0003 0.001
Si 0.0006 -0.0012 0.0012
Si -0.0007 0.0002 0.0016
Si 0.0002 0.0004 0.0009
Si -0.0005 0.0016 0.0012
Si -0.0003 0.0014 0.0008
Si 0.0011 0 0.0014
Si 0.0013 -0.0007 0.0015
Si 0.0003 0.0002 0.0011
Si -0.0007 0.001 0.0009
Si -0.0004 0.0001 0.0017
Si -0.0003 -0.0004 0.0012
Si -0.0003 0.001 0.0018
Si -0.0001 -0.0004 0.0016
Si -0.001 0.0004 0.0007
Si 0.0004 0.0012 0.0004
Si -0.0006 -0.0007 0.0009
Si -0.0007 0.0004 -0.0005
Si 0.0016 0 0.0001
Si -0.001 0.0005 0.0007
Si 0 0.0015 0.0008
Si 0.0001 0 0.0015
Si 0.0004 -0.0006 0.0014
Si 0.0002 -0.0005 -0.0001
Si -0.0008 -0.0005 -0.0017
Si -0.0022 0.0047 0.0011
Si 0.0012 -0.0026 0.0012
Si 0.0022 0.0002 0.0002
Si 0.0039 0.0003 0.0008
Si -0.0014 -0.0028 -0.0017
Si -0.0022 0.0012 -0.0011
Si -0.0001 -0.0002 0.0009
Si 0.0014 -0.0113 0.0057
Si 0.0079 -0.0003 0.0005
Si 0.0074 0.0056 0.0047
Si -0.0109 0.0019 0.0026
Si 0.0002 0.0013 0.0014
Si -0.01 0.0037 0.0007
Si 0.0034 -0.0095 0.0045
Si -0.0011 0.0097 0.0064
Si 0.0073 0.0063 -0.0008
Si -0.0087 -0.0044 -0.0002
Si -0.0027 -0.0095 -0.0075
Si 0.009 0.0157 -0.0651
Si -0.0135 -0.0113 -0.0697
Si 0.0128 0.017 -0.0506
Si 0.0088 0.0077 -0.0051
Si -0.0096 -0.02 -0.0515
Si -0.0093 0.0427 -0.225
Si 0.0123 -0.0096 -0.2606
Si 0.0231 -0.0216 -0.1858
Si -0.0022 0.0264 -0.2272
Si 0.0299 -0.0194 -0.231
Si 0.0056 0.0144 -0.2159
Si 0.0119 -0.0113 -0.2098
Si 0.0016 0.0005 -0.1641
Si -0.0237 0.0007 -0.2175
Si -0.0073 -0.0254 -0.2599
Si -0.0095 0.0329 -0.2727
Si 0.0113 -0.0013 -0.1737
Si 0.0017 -0.003 -0.2557
Si 0.0155 -0.0054 -0.1672
Si 0.0192 0.0114 -0.2413
Si -0.0005 0.0001 -0.1464
Si 0.0427 -0.0117 -0.235
Si 0.0202 0.0054 -0.2102
Si -0.0249 0.0071 -0.1564
Si 0.0342 -0.0215 -0.2996
Si -0.0323 0.0293 -0.1899
Si -0.0455 -0.0045 -0.2633
Si -0.0382 0.0462 -0.2789
Si -0.0418 -0.0263 -0.2628
Si 0.0024 0.0045 -0.2047
Si -0.0012 0.0263 -0.1855
Si -0.0123 0.0098 -0.1777
Si 0.032 0.006 -0.2495
Si -0.0419 0.0013 -0.2456
Si 0.0061 0.0427 -0.2341
Si 0.0221 0.0003 -0.1791
Si 0.0371 0.0158 -0.2176
Si 0.0182 0.0231 -0.2674
Si -0.0487 -0.0157 -0.2209
Si 0.0203 0.001 -0.2152
Si 0.0179 -0.0212 -0.0597
Si 0.0367 0.0125 -0.257
Si 0.0167 -0.0074 -0.2447
Si 0.0043 0.0329 -0.2354
Si 0.0221 0.0087 -0.1513
O -0.0163 -0.0198 0.0451
O -0.0125 -0.0147 0.0397
O -0.0518 0.0193 0.1356
O -0.0134 0.02 0.1692
O -0.0546 0.0461 0.1421
O -0.0199 0.0444 0.0998
O 0.039 -0.0335 0.1008
O -0.016 -0.0516 0.1832
O -0.0239 0.0079 0.0897
O -0.018 -0.0274 0.0875
O -0.0137 -0.0358 0.0873
O 0.0467 -0.0097 0.1407
O -0.0536 0.0343 0.1341
O 0.0389 -0.0899 0.1617
O -0.0583 -0.0193 0.0901
O 0.0417 0.02 0.1108
O -0.0118 0.0455 0.1423
O 0.0038 -0.019 0.0781
O 0.0056 0.0536 0.1935
O 0.0138 -0.0262 0.1811
O 0.0128 -0.0417 0.0852
O 0.0488 -0.0334 0.1136
O -0.0186 0.0001 0.0759
O -0.0336 0.03 0.0753
O 0.0039 0 0.0889
O 0.0201 -0.0327 0.072
O 0.0743 -0.004 0.1414
O 0.0063 0.0059 0.049
O -0.0062 0.0167 0.0719
O 0.0172 -0.0095 0.1909
O 0.0034 0.003 0.0894
O -0.0436 0.025 0.1084
O 0.0074 0.0074 0.0775
O 0.0176 0.0491 0.1937
O -0.0329 -0.0207 0.1212
O 0.0083 -0.0109 0.075
O 0.0013 -0.0045 0.1034
O -0.0273 0.0308 0.117
O 0.0095 -0.0103 0.078
O -0.049 0.0395 0.1443
O -0.0409 -0.0213 0.1327
O 0.0012 0.0424 0.1539
O 0.0051 -0.0364 0.1823
O 0.0579 0.0073 0.1986
O 0.0031 -0.0203 0.0857
O -0.0129 0.0009 0.1614
O -0.0131 0.0091 0.1062
O 0.0175 0.01 0.0735
O -0.0096 0.0023 0.0892
O -0.0025 0.0445 0.1684
O -0.0306 0.0052 0.0844
O 0.0089 0.0365 0.1279
O -0.0262 -0.057 0.163
O 0.0318 -0.0569 0.1331
O 0.0103 -0.0063 0.0652
O -0.0373 -0.047 0.0959
O -0.0087 -0.002 0.0773
O 0.03 -0.0177 0.0733
O 0.026 0.0216 0.1116
O -0.0395 -0.0084 0.1666
O -0.0459 -0.017 0.0926
O -0.0259 -0.0224 0.0862
O -0.0018 0.0596 0.1621
O -0.0075 0.0157 0.0913
O 0.0013 -0.0134 0.0788
O 0.009 -0.0208 0.0793
O -0.018 -0.0082 0.0707
O 0.0196 0.0158 0.0965
O 0.0027 0.0171 0.09
O -0.0221 0.0314 0.1492
O 0.0413 -0.0292 0.1024
O -0.0698 0.0414 0.1558
O 0.0422 -0.0352 0.1177
O -0.0463 -0.0404 0.1299
O 0.0515 -0.0335 0.1158
O 0.024 -0.021 0.0732
O 0.0597 -0.0155 0.1951
O 0.0782 0.025 0.1072
O -0.0204 0.0486 0.1052
O -0.0062 -0.0042 0.0718
O -0.0581 -0.0319 0.1841
O -0.044 -0.0475 0.1045
O 0.0473 -0.0587 0.1148

The program warned: the cutoff lies below the one the program advises for these potential files; the forces do not sum to zero within the program's tolerance; empty levels may hold ghost states of the PAW files; the exchange-correlation potential is rough where the density is thin.
